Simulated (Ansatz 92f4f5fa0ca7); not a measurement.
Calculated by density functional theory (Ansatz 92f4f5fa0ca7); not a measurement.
Periodic cell of 442 atoms, Si288O154, from a study of silicon, its oxide and their interface. The atomic structure is a simulated model.
Doubt: the cutoff is far below the 930 eV that the study's wrapper takes by default for these files, so forces and energies are approximate.
This geometry differs little from another in the collection (a relaxation step or a small displacement).

Settings: functional PBE; potential files Ansatz PAW; basis plane waves; wave-function cutoff 580 eV; density cutoff ratio 5; exchange-correlation grid ratio 1; k mesh 1 x 1 x 1, Gamma-centred; self-consistency stop 5e-08 eV per atom in the density residual; occupations fixed; spin none; net charge 0.

Cell vectors (angstrom)
a 15.4687 0 0
b 0 15.4687 0
c 1.9412 -0.3715 33.6437

Atoms: element, x, y, z (angstrom)
Si 1.5607 -0.9544 24.4541
Si 1.9368 3.7812 24.7254
Si 1.9316 6.956 24.7128
Si 1.8744 -4.0378 24.9911
Si 5.9798 -0.6398 24.7753
Si 5.772 3.7526 24.8784
Si 5.7981 6.8974 24.8688
Si 5.7973 -3.8049 24.777
Si 9.7528 -0.7057 24.7814
Si 9.6211 3.8349 24.7777
Si 9.6565 6.9836 24.8261
Si 9.6641 -3.8416 24.8968
Si -1.8469 -0.8299 24.6876
Si -2.021 4.3471 24.5833
Si -1.9724 6.8113 24.8331
Si -1.9116 -3.9547 24.9752
Si 4.0476 -0.3151 26.0641
Si 3.8152 3.5165 26.1562
Si 3.8365 7.3003 26.1042
Si 3.8998 -4.2007 26.1422
Si 7.8494 -0.4022 26.1545
Si 7.7364 3.5184 26.1697
Si 7.7317 7.2912 26.1622
Si 7.7062 -4.1734 26.143
Si 11.6981 -0.385 26.028
Si 11.6378 3.5869 25.9924
Si 11.5946 7.3124 26.1401
Si 11.5864 -4.1789 26.2061
Si -0.0219 -0.4824 26.1255
Si -0.0987 3.55 25.9069
Si -0.0065 7.2953 26.0694
Si -0.0202 -4.2134 26.3265
Si 3.9011 1.5704 27.4799
Si 3.8252 5.4274 27.5492
Si 3.8919 9.279 27.4384
Si 3.8661 -2.2544 27.48
Si 7.7745 1.5559 27.4786
Si 7.734 5.4135 27.5871
Si 7.7261 9.2956 27.4418
Si 7.7489 -2.2911 27.5663
Si 11.672 1.5973 27.356
Si 11.5926 5.4091 27.5279
Si 11.5975 9.2891 27.467
Si 11.6327 -2.2458 27.545
Si -0.0135 1.5798 27.3301
Si -0.0145 5.3793 27.464
Si -0.007 9.2236 27.4876
Si 0.0103 -2.2903 27.6386
Si 1.9198 1.5664 28.7937
Si 1.8985 5.4196 28.8775
Si 1.952 9.2858 28.8305
Si 1.973 -2.2914 28.899
Si 5.8326 1.5623 28.8502
Si 5.7763 5.4278 28.8874
Si 5.8062 9.2876 28.838
Si 5.7939 -2.2871 28.8709
Si 9.7342 1.5683 28.8052
Si 9.6761 5.4211 28.8992
Si 9.6593 9.2923 28.8338
Si 9.6898 -2.2948 28.8901
Si -1.9029 1.5623 28.7963
Si -1.9284 5.4207 28.8588
Si 13.53 9.2819 28.8507
Si -1.9369 -2.2943 28.9186
Si 1.9412 -0.3715 30.2249
Si 1.9412 3.4957 30.2249
Si 1.9412 7.3628 30.2249
Si 1.9412 11.23 30.2249
Si 5.8083 -0.3715 30.2249
Si 5.8083 3.4957 30.2249
Si 5.8083 7.3628 30.2249
Si 5.8083 11.23 30.2249
Si 9.6755 -0.3715 30.2249
Si 9.6755 3.4957 30.2249
Si 9.6755 7.3628 30.2249
Si 9.6755 -4.2387 30.2249
Si -1.926 -0.3715 30.2249
Si -1.926 3.4957 30.2249
Si 13.5427 7.3628 30.2249
Si 13.5427 11.23 30.2249
Si 1.9336 0 3.4175
Si 1.9336 3.8672 3.4175
Si 1.9336 7.7343 3.4175
Si 1.9336 11.6015 3.4175
Si 5.8008 0 3.4175
Si 5.8008 3.8672 3.4175
Si 5.8008 7.7343 3.4175
Si 5.8008 11.6015 3.4175
Si 9.6679 0 3.4175
Si 9.6679 3.8672 3.4175
Si 9.6679 7.7343 3.4175
Si 9.6679 -3.8672 3.4175
Si -1.9336 0 3.4175
Si -1.9336 3.8672 3.4175
Si -1.9336 7.7343 3.4175
Si -1.9336 11.6015 3.4175
Si 1.977 1.9116 4.8306
Si 1.9185 5.8085 4.7026
Si 1.9077 9.6768 4.788
Si 1.9542 -1.9358 4.7643
Si 5.8498 1.9158 4.8682
Si 5.8169 5.8002 4.7072
Si 5.8082 9.6697 4.7921
Si 5.8171 -1.9314 4.7607
Si 9.6255 1.9119 4.8759
Si 9.6587 5.7975 4.7403
Si 9.6708 9.6711 4.7849
Si 9.6535 -1.9171 4.7694
Si -1.9803 1.9283 4.8397
Si -1.9587 5.8069 4.7194
Si -1.9268 9.6664 4.8008
Si -1.8971 -1.9286 4.7452
Si 0.0023 1.9192 6.1438
Si -0.0187 5.8953 6.0099
Si -0.0072 9.6908 6.2004
Si 0.0302 -1.934 6.1161
Si 3.9352 1.8474 6.2559
Si 3.8696 5.7604 5.9722
Si 3.8492 9.6855 6.1188
Si 3.8966 -1.9544 6.1062
Si 7.7286 1.868 6.4002
Si 7.7212 5.7998 6.0692
Si 7.7513 9.6825 6.1703
Si 7.7187 -1.9265 6.1555
Si -3.9322 1.9297 6.2865
Si -3.8803 5.7538 6.0701
Si -3.8692 9.6565 6.1553
Si -3.8409 -1.8873 6.0387
Si 0.0489 -0.0192 7.5208
Si -0.0173 3.9694 7.3004
Si -0.0402 7.7358 7.5339
Si 0.009 -3.8355 7.5609
Si 3.9806 -0.1599 7.6511
Si 3.8948 3.9071 7.4242
Si 3.8186 7.6745 7.3105
Si 3.9115 -3.8576 7.4928
Si 7.6768 -0.2174 7.8278
Si 7.7567 3.9885 7.5761
Si 7.7296 7.7135 7.4622
Si 7.7258 -3.8445 7.5249
Si -3.8974 -0.0899 7.5856
Si -3.9489 3.9449 7.611
Si -3.9142 7.6617 7.4311
Si -3.8667 -3.7979 7.3872
Si 1.9906 -0.3735 8.8683
Si 1.9042 4.2479 8.6015
Si 1.9749 7.3526 8.72
Si 2.0041 -3.522 8.825
Si 5.707 -1.0709 9.1571
Si 5.764 4.4164 8.7703
Si 5.7083 7.545 8.6517
Si 5.8013 -3.5467 8.8787
Si -5.7581 -0.9143 8.8691
Si -5.849 4.7059 8.8889
Si -5.8135 7.2445 8.7561
Si -5.7409 -3.4289 8.738
Si -1.886 -0.358 8.8315
Si -1.8759 4.241 8.6977
Si -2.0289 7.3651 8.7986
Si -2.0002 -3.4965 8.7868
Si 6.1003 -5.3859 10.4632
Si 6.1204 1.1051 23.1091
Si 3.8748 -0.3715 31.5922
Si 3.8748 3.4957 31.5922
Si 3.8748 7.3628 31.5922
Si 3.8748 11.23 31.5922
Si 7.7419 -0.3715 31.5922
Si 7.7419 3.4957 31.5922
Si 7.7419 7.3628 31.5922
Si 7.7419 -4.2387 31.5922
Si -3.8596 -0.3715 31.5922
Si -3.8596 3.4957 31.5922
Si 11.6091 7.3628 31.5922
Si 11.6091 11.23 31.5922
Si 0.0076 -0.3715 31.5922
Si 0.0076 3.4957 31.5922
Si 0.0076 7.3628 31.5922
Si 0.0076 -4.2387 31.5922
Si 3.8748 1.5621 32.9594
Si 3.8748 5.4293 32.9594
Si 3.8748 9.2964 32.9594
Si 3.8748 -2.3051 32.9594
Si 7.7419 1.5621 32.9594
Si 7.7419 5.4293 32.9594
Si 7.7419 -6.1722 32.9594
Si 7.7419 -2.3051 32.9594
Si -3.8596 1.5621 32.9594
Si 11.6091 5.4293 32.9594
Si 11.6091 9.2964 32.9594
Si -3.8596 -2.3051 32.9594
Si 0.0076 1.5621 32.9594
Si 0.0076 5.4293 32.9594
Si 0.0076 -6.1722 32.9594
Si 0.0076 -2.3051 32.9594
Si 0 1.9336 0.683
Si 0 5.8008 0.683
Si 0 9.6679 0.683
Si 0 -1.9336 0.683
Si 3.8672 1.9336 0.683
Si 3.8672 5.8008 0.683
Si 3.8672 9.6679 0.683
Si 3.8672 -1.9336 0.683
Si 7.7343 1.9336 0.683
Si 7.7343 5.8008 0.683
Si 7.7343 -5.8008 0.683
Si 7.7343 -1.9336 0.683
Si -3.8672 1.9336 0.683
Si 11.6015 5.8008 0.683
Si 11.6015 9.6679 0.683
Si -3.8672 -1.9336 0.683
Si 0 0 2.0503
Si 0 3.8672 2.0503
Si 0 7.7343 2.0503
Si 0 11.6015 2.0503
Si 3.8672 0 2.0503
Si 3.8672 3.8672 2.0503
Si 3.8672 7.7343 2.0503
Si 3.8672 11.6015 2.0503
Si 7.7343 0 2.0503
Si 7.7343 3.8672 2.0503
Si 7.7343 7.7343 2.0503
Si 7.7343 -3.8672 2.0503
Si -3.8672 0 2.0503
Si -3.8672 3.8672 2.0503
Si 11.6015 7.7343 2.0503
Si 11.6015 11.6015 2.0503
Si 4.4859 5.8825 15.7461
Si 2.5206 9.4153 13.6229
Si 1.5166 9.6077 10.7129
Si 5.4369 1.2931 17.981
Si 6.405 3.6138 11.6088
Si 9.4377 3.7811 11.0746
Si 7.7433 -0.3959 13.9759
Si 9.0116 8.3843 16.4513
Si 6.6311 6.1826 13.3913
Si 9.2903 -5.7725 10.7367
Si -3.8432 2.0696 12.4897
Si -2.7977 -1.3164 15.9154
Si 11.5053 -1.0716 18.779
Si -2.5451 -5.1411 13.5773
Si 3.6865 -3.0451 14.1299
Si 1.7468 1.9902 10.9148
Si 1.9448 -1.818 16.4055
Si -0.9655 5.3873 15.4712
Si 2.2342 -5.9591 19.7387
Si 5.4378 9.0255 13.2312
Si 3.6074 2.9751 16.0513
Si 0.4171 -3.8329 18.156
Si 0.319 4.2282 19.8662
Si 4.0654 2.0031 13.0055
Si 11.1016 1.833 20.0994
Si -0.4503 0.1535 16.6957
Si -5.433 -0.4145 12.003
Si -1.5738 9.6548 10.7437
Si -5.7728 5.8545 13.4744
Si 1.5267 7.0579 15.4093
Si -4.2514 -2.6819 13.579
Si -1.9158 -4.2492 16.3634
Si 4.1442 0.8889 20.6288
Si -1.3087 1.9619 10.9268
Si 8.8712 -3.0923 15.2198
Si 4.2193 -1.2647 18.5556
Si 0.5475 3.0805 17.0717
Si 8.1005 0.9159 16.7095
Si 0.623 7.1107 18.5241
Si 8.7944 -1.9769 18.0167
Si 10.2453 3.0796 17.318
Si 6.1376 -4.3932 15.4159
Si 6.4716 7.349 17.6926
Si 11.3968 -5.7985 17.7429
Si 5.0146 -0.9152 12.3995
Si 9.0066 5.7866 17.9047
Si -2.2598 7.0787 17.7109
Si -1.0664 -1.3626 19.4293
Si 1.6015 2.45 21.8657
Si 6.1141 9.2513 22.7205
Si 1.4384 9.2166 22.6677
Si 6.1951 -3.6102 18.4974
Si -3.6795 4.0338 14.8891
Si 5.2832 -6.1228 19.7948
Si 11.5158 9.1353 20.6658
Si 9.2144 1.5077 22.6141
Si 9.2643 -6.1425 22.7267
Si 11.3936 6.0544 19.8036
Si -5.2674 8.8211 13.5747
Si -0.2885 0.0863 22.2272
Si -2.5093 3.9144 21.3569
Si -1.6708 9.1335 22.7732
O 2.9324 -0.1359 24.8143
O 2.1177 0.5483 10.2372
O 4.8235 -2.7561 18.7379
O 5.6223 -5.3143 12.0441
O 1.9477 5.7802 9.2573
O -4.0629 2.7813 13.9245
O 2.2121 8.2928 10.0546
O 1.9548 -1.9564 9.3926
O 5.7343 6.0059 9.2814
O 2.7112 -2.0736 14.9965
O 5.6697 3.5249 10.1565
O 5.4704 8.6957 9.8259
O -4.7999 5.1878 14.5933
O 6.3558 -0.9235 13.3295
O 5.7394 9.658 14.7129
O 11.5591 3.4907 16.4222
O 2.0642 3.1456 16.511
O -5.498 -4.4333 10.0732
O -1.7581 0.5759 10.1859
O 2.8053 2.4218 12.0651
O 2.9917 6.3399 15.2699
O -1.935 5.7903 9.3252
O -2.2311 -4.4682 10.1056
O 0.8265 -0.6773 16.1347
O 1.5653 9.509 12.3198
O 7.7064 -5.6111 10.4624
O 1.3781 -4.7849 19.03
O -3.7813 9.3466 13.9663
O 11.5923 7.5486 20.3777
O 9.6936 5.0151 12.0961
O 5.5142 2.6626 12.5926
O 5.4264 -0.812 10.8043
O 9.2082 -2.9858 16.8017
O 2.0478 2.8012 23.398
O 5.392 -0.3413 17.8906
O -1.6205 -4.9656 14.919
O 0.4727 3.0938 18.7
O -0.7996 -4.696 17.4683
O -2.2526 8.2927 10.1551
O -1.6797 9.6783 12.3655
O 0.2203 1.8943 11.4856
O -1.7938 6.5311 16.2669
O 0.1764 1.6158 21.8504
O 9.2365 8.811 14.8957
O 5.9555 8.081 19.0371
O 5.0918 0.6808 21.9257
O 9.1636 4.2961 17.2946
O -4.1898 0.4892 12.5199
O -0.1545 1.7263 16.563
O 5.7939 7.9187 23.589
O 9.8189 -6.0009 17.3763
O 0.7514 5.6416 19.2015
O 9.6815 7.9477 23.4917
O 1.5496 8.0807 19.4141
O 9.4848 1.7776 16.6944
O -3.4274 -4.5958 16.8655
O -1.5452 3.229 9.9426
O -3.6773 5.0051 20.9828
O -2.1719 3.9275 22.9608
O 3.8721 8.5605 13.2658
O -0.7913 -0.2595 18.2474
O 9.5738 6.8876 16.8212
O -2.6552 -5.9472 21.5493
O -3.0639 5.9016 18.5184
O 1.0242 -0.5567 22.9582
O -5.7004 8.2588 10.0946
O 1.3471 3.8528 21.0724
O -1.1889 4.2826 20.4769
O -0.1332 9.1126 22.2491
O 7.5529 0.7187 15.1649
O 9.5969 -5.766 12.3406
O 5.2208 9.0634 21.3853
O 5.0733 -3.2548 14.9589
O -3.0848 2.442 20.9162
O 2.266 -5.8013 21.353
O -5.1385 7.2875 13.0744
O 7.6141 1.2608 22.4482
O 9.8375 0.2237 23.4159
O -5.2904 -3.6271 14.4197
O 1.7095 -5.1226 23.7863
O 2.1945 -4.4785 10.1706
O -3.2466 8.3168 17.4026
O 5.5036 5.8197 14.4866
O 5.7068 -4.8313 23.4844
O 10.7147 2.8245 18.8602
O 9.6368 5.418 24.2535
O 9.8438 5.8748 19.3124
O 6.2106 -4.7978 19.5974
O 1.9023 -2.5435 24.3024
O 9.6923 -2.2915 24.2832
O -1.5617 0.0376 23.2829
O -3.8044 -0.9772 17.1519
O 1.9547 5.3684 24.2256
O 1.9471 7.7902 23.2849
O 4.3826 4.3752 16.3396
O -1.8568 -5.1527 23.8645
O 5.8049 5.3198 24.2848
O 1.6867 8.5713 14.7636
O -0.948 7.5681 18.5593
O -2.1369 4.5794 14.6263
O 8.6914 0.1252 12.761
O 9.669 -4.8428 23.6042
O 9.5432 2.8883 23.4283
O 1.8074 3.1737 9.8213
O 8.5206 -1.6177 14.6816
O 6.4401 5.1608 12.1376
O 2.7728 1.6281 21.0865
O -1.8838 -2.4474 24.2494
O 6.9534 1.7298 17.5631
O -5.6923 -0.3002 10.4111
O 2.9311 -1.2857 17.5785
O 5.8708 -2.2353 24.1989
O -2.0455 7.658 23.3827
O -2.2573 2.2167 12.2089
O 4.1675 0.3849 12.8884
O 0.2967 6.1684 14.71
O 6.1483 -4.3556 17.041
O -3.0708 -3.6735 13.0687
O 4.3318 1.8398 16.9387
O 11.4868 0.3985 19.4596
O 1.1781 7.166 16.9955
O 10.0886 -6.0115 21.3467
O 4.9849 1.7479 19.4952
O -0.0326 9.6241 10.2491
O 6.4041 7.7409 12.9274
O 8.4021 -0.5045 17.4442
O 11.5627 -5.4354 19.3128
O 7.965 3.1035 11.4435
O 10.0748 -1.8395 19.04
O 7.4987 -2.6558 18.742
O 3.6924 2.5163 14.4962
O -0.6789 -0.7213 20.8716
O 3.7738 -5.897 19.2084
O 9.8469 1.6353 21.1215
O 3.778 -0.5777 19.9797
O -1.8664 -2.6281 16.2167
O 7.4098 8.3745 16.7997
O 7.416 6.086 18.143
O -0.2932 4.3476 16.517
O 4.1095 -2.2584 12.7378
O -4.816 2.7069 11.3253
O 8.1441 6.0025 14.0096
O 5.72 2.6055 23.6832
O 7.6417 -4.0861 14.8949
O 5.1452 6.8722 16.8658
O -0.1496 -2.6813 19.1626
O 1.2661 -3.2067 16.9139
O -3.6632 -1.521 14.5634
O -1.9384 -1.935 9.3647
O -5.0293 -1.9641 12.3437
O -1.749 -0.0908 15.735
O 7.6925 9.3114 22.3505
O -2.6478 -1.823 19.4058
O 2.9375 -4.501 13.9787

Results
free energy: -270675.353 eV
free energy less fixed offsets of O -568.88, Si -635.61 eV per atom: -12.153 eV

Forces (eV/angstrom), in the order of the atoms: element, x, y, z
Si -0.0319 -0.033 0.0259
Si -0.0223 0.0945 -0.0013
Si 0.0209 -0.1345 -0.0406
Si -0.0249 0.085 -0.0993
Si 0.0129 -0.0374 0.0146
Si 0.0004 0.0791 0.0974
Si 0.0025 -0.1747 -0.1161
Si 0.0054 0.0209 -0.0951
Si 0.0224 -0.0882 -0.0202
Si 0.0328 0.1275 -0.0157
Si -0.0085 -0.141 -0.0474
Si 0.0117 0.1528 -0.0996
Si 0.053 -0.0688 0.0213
Si -0.0035 -0.0732 -0.0715
Si -0.012 0.0782 -0.0847
Si 0.0154 0.0981 -0.057
Si -0.0364 0.029 -0.0452
Si 0.0177 0.0684 -0.0286
Si -0.0279 -0.0602 0.0224
Si 0.0068 0.0153 0.0236
Si -0.0191 -0.0084 -0.0055
Si -0.0403 0.0647 -0.0117
Si 0.0113 -0.0602 -0.0014
Si -0.0164 0.0302 0.0276
Si 0.0078 -0.0525 0.0182
Si 0.0243 0.0076 0.0151
Si 0.0477 -0.0197 0.0026
Si -0.0092 0.0381 0.0354
Si -0.0366 -0.0701 0.0082
Si -0.0661 0.0039 0.0018
Si -0.0419 -0.0184 -0.0191
Si 0.0057 0 0.0052
Si -0.0171 -0.001 0.0016
Si 0.0091 -0.0181 -0.0677
Si -0.006 0.01 0.0144
Si -0.0146 -0.0037 -0.002
Si 0.0257 0.0334 -0.0145
Si 0.003 -0.0164 -0.0905
Si -0.0051 0.013 0.0205
Si 0.0498 -0.0294 -0.0282
Si -0.0246 0.0212 -0.0246
Si -0.0451 -0.0106 -0.01
Si -0.0193 0.0003 0.0169
Si -0.032 0.0062 -0.0879
Si 0.0339 0.0209 -0.0087
Si 0.0623 0.0055 -0.0037
Si 0.0235 0.0323 0.0184
Si 0 0.0345 -0.0745
Si -0.0229 -0.0136 0.0174
Si -0.038 0.0082 0.001
Si -0.0097 -0.0045 0.013
Si 0.0153 -0.0145 0.0023
Si 0.0053 0.0015 0.0228
Si -0.0018 0.0034 -0.0023
Si 0.0078 0.0001 -0.002
Si -0.0261 -0.0031 -0.0022
Si 0.009 -0.0226 0.026
Si 0.0249 0.0127 0.006
Si 0.0168 0.0154 0.0028
Si 0.0042 -0.0088 0.0039
Si 0.0071 -0.0003 0.0221
Si -0.0004 0.0129 0.0279
Si -0.0053 -0.0029 0.0086
Si 0.0104 -0.0066 0.0182
Si -0.0464 0.3286 -0.0168
Si -0.0975 -0.2187 -0.1079
Si -0.0475 0.0233 -0.0294
Si 0.0764 -0.1324 -0.0605
Si -0.0137 0.1205 0.0923
Si 0.0082 -0.0879 0.0903
Si -0.0141 0.0632 0.0611
Si -0.0696 -0.0233 -0.1247
Si 0.1097 0.2684 -0.0316
Si 0.1119 -0.2401 0.02
Si -0.0155 0.101 0.0365
Si 0.0726 -0.1027 -0.036
Si -0.0237 0.3487 0.0567
Si 0.0614 -0.161 -0.1769
Si -0.0541 -0.0904 0.0028
Si -0.0377 -0.1847 0.077
Si 0.0763 0.0619 0.0104
Si 0.0261 -0.3607 -0.0474
Si 0.0231 0.3106 -0.3227
Si -0.0544 -0.028 -0.1142
Si 0.1514 0.1821 0.1312
Si 0.1614 -0.4379 0.0436
Si 0.0486 0.2487 -0.255
Si 0.0777 -0.0581 -0.0685
Si -0.1322 0.223 0.1274
Si -0.1921 -0.3761 0.1867
Si -0.0033 0.1199 -0.1368
Si -0.0393 0.0501 0.0047
Si -0.0389 0.2222 -0.0073
Si -0.0414 -0.2889 0.0033
Si -0.0878 0.2356 -0.2312
Si 0.0438 -0.1219 -0.0566
Si 0.0142 -0.0122 -0.0108
Si 0.0006 -0.0093 0.0119
Si -0.0068 0.0116 -0.003
Si 0.0073 0.0046 -0.0149
Si 0.0075 0.0195 -0.0131
Si 0.0238 -0.0125 -0.0059
Si 0.0234 0.011 -0.0026
Si 0.0166 -0.0117 -0.0332
Si -0.0201 0.0123 -0.0023
Si -0.0118 -0.0178 -0.0124
Si 0.0021 0.0151 0.0063
Si -0.0202 -0.0217 -0.0473
Si -0.0187 -0.01 -0.0127
Si -0.0064 -0.0027 0.0227
Si -0.0019 -0.0001 0.0035
Si 0.0223 0.0121 -0.0219
Si 0.0087 0.0348 -0.0173
Si 0.0004 0.0406 0.078
Si 0.0016 -0.013 -0.002
Si -0.0077 -0.0258 0.1108
Si -0.0061 0.0014 0.0066
Si -0.0396 0.0152 0.0763
Si 0.0013 -0.0278 0.0006
Si -0.026 0.023 0.0298
Si 0.0022 -0.0419 -0.0071
Si -0.0268 0.0253 0.0039
Si -0.0246 -0.0268 -0.0045
Si -0.0005 -0.003 0.0043
Si 0.0232 0.0039 0.0245
Si 0.0591 0.0135 0.0216
Si 0.008 0.0251 -0.0318
Si 0.012 0.0007 0.0562
Si -0.0132 -0.0554 0.0124
Si -0.0173 0.0268 0.0126
Si -0.0003 -0.0662 0.0103
Si 0.0103 0.0526 0.0061
Si 0.0249 -0.028 -0.0201
Si 0.0204 0.0448 -0.023
Si 0.0204 -0.0504 0.0056
Si 0.0261 -0.0048 -0.0507
Si -0.0261 0.0197 0.0047
Si 0.0334 -0.0027 -0.0255
Si 0.0448 -0.0114 0.0195
Si 0.0379 -0.0136 0.0193
Si -0.0104 -0.0094 -0.0199
Si -0.0412 -0.0198 -0.0592
Si 0.0114 -0.0701 0.0161
Si -0.0269 0.0076 -0.0136
Si 0.0507 -0.1312 0.0546
Si -0.0078 0.0956 0.2027
Si -0.0127 -0.1421 -0.0257
Si -0.0344 0.1454 0.0853
Si 0.0242 -0.0119 0.0498
Si -0.0505 0.0929 0.053
Si -0.0458 -0.0081 0.0071
Si -0.0283 0.023 0.0204
Si -0.0072 0.0495 0.0793
Si 0.0109 0.0149 -0.005
Si -0.0371 0.0439 0.0469
Si 0.0185 -0.0498 0.0635
Si -0.0369 -0.0862 0.0331
Si 0.0523 0.1666 0.2198
Si 0.0017 -0.1404 0.0117
Si 0.0057 0.1192 0.0659
Si 0.006 -0.062 0.0155
Si -0.0095 0.0036 -0.0337
Si 0.0089 0.1529 -0.0013
Si 0.018 -0.0971 -0.0095
Si 0.0148 0.0141 0.0028
Si -0.0069 -0.0856 0.0086
Si -0.0259 0.0939 -0.0099
Si -0.019 -0.0726 -0.0034
Si 0.0023 0.0181 0.0025
Si 0.0101 -0.0024 -0.0188
Si 0.0013 0.1032 0.0156
Si -0.018 -0.073 0.0048
Si 0.017 0.0269 0.013
Si -0.0017 -0.1053 0.0198
Si -0.0047 0.0633 0.0002
Si 0.0051 -0.0818 0.0001
Si 0.0074 0.0829 0.0049
Si -0.013 -0.0373 -0.0044
Si -0.0083 -0.0077 0.0256
Si 0.0028 -0.0129 -0.0072
Si -0.0101 0.0067 0.0176
Si -0.0161 0.0142 -0.0133
Si -0.005 0.0057 0.0193
Si 0.0306 0.0002 -0.0059
Si -0.0032 -0.004 0.0072
Si 0.0199 -0.0063 -0.0125
Si -0.0124 -0.0155 0.0198
Si -0.0092 0.0017 -0.0078
Si 0.0085 0.0261 0.0105
Si 0.012 0.0003 -0.0163
Si 0.0043 -0.0065 0.02
Si 0.0021 -0.036 -0.0053
Si -0.0062 0.0033 0.0172
Si -0.0063 0.0283 -0.0066
Si 0.0084 0.0053 -0.0279
Si 0.0097 0.0278 0.0261
Si 0.0032 0.0041 -0.0147
Si -0.0228 -0.0204 0.0122
Si -0.0048 0.008 -0.0208
Si 0.0179 -0.0014 0.0109
Si 0.0147 -0.0184 -0.0237
Si 0.0189 0.0079 0.0081
Si 0.0066 0.0141 -0.0239
Si -0.0046 -0.0039 0.015
Si 0.0266 -0.0009 -0.017
Si 0.0152 -0.0047 0.0042
Si -0.0029 -0.0044 -0.0163
Si -0.0258 0.0299 0.0135
Si -0.0342 -0.0147 -0.0164
Si -0.0197 -0.0167 0.0041
Si -0.0102 0.1473 0.0039
Si -0.0012 -0.2133 -0.0044
Si 0.0112 0.043 -0.0165
Si 0.004 -0.0246 -0.0208
Si -0.0303 0.0761 0.012
Si -0.0134 -0.1073 0.0141
Si -0.0058 0.1125 -0.0228
Si -0.0081 -0.0538 -0.0039
Si -0.0054 0.0779 -0.0228
Si -0.0057 -0.1308 -0.0264
Si -0.0118 0.0646 -0.0257
Si -0.0076 -0.0439 -0.023
Si 0.0219 0.0423 0.0137
Si 0.0316 -0.1364 0.0136
Si 0.021 0.1161 -0.0231
Si -0.0055 0.0084 0.0023
Si 0.0356 -0.0034 0.0088
Si 0.0556 0.0092 0.0898
Si 0.0372 -0.0294 0.0497
Si -0.0121 -0.0011 0.0156
Si 0.038 -0.0086 0.1051
Si -0.0005 0.024 0.0195
Si 0.0214 -0.0263 0.0432
Si 0.0424 0.009 0.0099
Si 0.0103 -0.0063 0.0555
Si -0.0027 -0.0099 0.0364
Si -0.0386 0.0329 0.0579
Si -0.0216 -0.0269 0.0175
Si 0.0335 0.0277 -0.0209
Si -0.0571 0.0238 0.1165
Si 0.0148 -0.0198 0.0407
Si -0.002 0.0602 -0.0224
Si -0.0026 -0.0283 0.0228
Si -0.0296 0.007 0.0729
Si 0.006 -0.0042 -0.0548
Si -0.009 -0.0171 0.0602
Si 0.0212 -0.0312 -0.0179
Si -0.0298 0.0117 -0.01
Si -0.0018 -0.0072 -0.0247
Si 0.0034 -0.0136 0.0706
Si 0.0289 0.0099 -0.0486
Si -0.0239 -0.0283 0.0539
Si -0.0004 -0.0147 0.0753
Si -0.038 -0.0226 0.0713
Si -0.0049 -0.0014 0.0378
Si 0.0202 0.036 0.0668
Si -0.0002 -0.0075 0.068
Si 0.0005 -0.0076 0.019
Si 0.005 0.019 -0.0469
Si -0.0109 0.0672 0.0088
Si 0.003 -0.0026 0.0254
Si 0.0014 0.0116 0.0082
Si 0.0018 0.0082 0.0685
Si -0.0074 -0.0049 -0.0064
Si -0.0163 -0.0253 0.0086
Si 0.0213 -0.0056 -0.0408
Si 0.0273 -0.0076 0.0241
Si -0.0076 0.0134 0.0055
Si -0.0026 0.0206 -0.0124
Si 0.0057 -0.0112 0.0171
Si 0.0097 0.0093 0.0442
Si 0.0545 0.0092 0.0097
Si -0.0106 -0.004 0.0214
Si -0.003 -0.0017 -0.0656
Si -0.0135 0.0305 -0.1003
Si -0.0119 -0.041 -0.0171
Si -0.0069 0.0142 -0.02
Si -0.0099 -0.0072 -0.0296
Si -0.0526 -0.0146 0.0299
Si -0.0398 0.0157 -0.0468
Si 0.0015 -0.0259 -0.1025
Si -0.007 0.0195 -0.0507
Si 0.0331 -0.0017 -0.0665
Si 0.0255 0.0143 -0.0332
Si 0.0414 -0.0292 0.1107
Si -0.0009 0.0079 -0.0622
Si 0.0025 -0.0016 -0.0938
Si -0.0203 -0.0067 -0.0357
O 0.0671 -0.0193 0.0824
O -0.0182 0.02 -0.0429
O -0.0037 0.0073 0.0124
O -0.0052 0.0168 -0.05
O -0.0138 -0.06 -0.1191
O 0.0052 -0.0126 -0.0264
O -0.0149 0.0473 0.0077
O -0.0168 -0.0139 -0.0952
O -0.0095 -0.0515 -0.0462
O -0.0031 0.0169 -0.0134
O 0 0.0153 -0.0633
O 0.0177 0.0272 -0.0255
O 0.0134 -0.0067 -0.013
O 0.0022 -0.0079 -0.0224
O 0.0046 -0.0047 -0.0194
O 0.0026 0.0006 -0.0084
O 0.0022 0.0024 -0.0113
O -0.0127 0.0158 -0.0753
O -0.0018 0.0242 -0.0229
O -0.0199 -0.0096 -0.0485
O -0.0129 -0.0085 -0.0177
O 0.0061 -0.0958 -0.1171
O 0.0134 -0.0084 -0.0497
O 0.0061 -0.0001 -0.0218
O -0.0174 0.0039 -0.0593
O 0.0161 0.0276 -0.0147
O 0.0056 -0.0118 0.0295
O 0.0121 0.0067 -0.0393
O -0.0008 0.0076 0.0354
O 0.0029 0.0271 -0.0001
O 0.017 0.0006 -0.038
O -0.0126 0.0065 -0.0742
O -0.0055 0.0106 0.0239
O 0.0075 0.0202 0.0449
O -0.0063 0.0018 -0.007
O -0.0005 0.0007 -0.0339
O 0.001 0.0003 -0.0076
O 0.0062 0.0043 0
O 0.015 0.0393 -0.0194
O 0.0212 -0.0182 -0.0865
O -0.0049 0.0039 -0.0436
O 0.0081 0.001 -0.0324
O -0.01 -0.0142 0.0512
O -0.0075 -0.0063 -0.0251
O 0.0076 -0.004 0.0299
O -0.0282 -0.0129 0.0249
O -0.0253 0.0072 -0.0079
O 0.0188 0.0154 -0.0283
O 0.0004 -0.0052 -0.0311
O 0.0099 0.0323 0.0785
O -0.0104 -0.0157 -0.007
O 0.009 0.0162 0.0119
O -0.0145 0.0282 0.0444
O 0.0022 0.0108 0.0272
O -0.0102 -0.0098 -0.0132
O 0.0029 0.0135 -0.0134
O -0.0179 0.0126 -0.0856
O -0.0152 0.0012 0.0386
O 0.0237 0.0479 0.1851
O -0.0057 0.0057 -0.0343
O 0.0114 0.0017 0.0176
O -0.0156 -0.0052 0.0027
O 0.0364 0.0034 0.0639
O -0.0011 -0.0047 -0.0051
O 0.0256 0.0026 0.0235
O -0.011 0.0191 -0.0438
O 0.0118 -0.0127 0.0495
O 0.0027 -0.0003 0.0286
O 0.0041 0.0089 0.0308
O 0.0037 0.0019 -0.0026
O -0.0163 0.0112 -0.0843
O 0.0212 0.0011 0.0569
O 0.0014 0.008 -0.0123
O 0.0041 -0.008 0.0397
O -0.0076 -0.0083 0.0534
O -0.0074 0.0049 -0.0354
O 0.0253 0.0028 0.0393
O -0.0066 0.0101 0.0436
O -0.006 0.0096 -0.0233
O 0.0088 0 0.0501
O 0.0009 -0.0142 -0.0492
O 0.0061 0.0024 -0.021
O -0.0181 0.0005 -0.0039
O 0.0013 -0.0181 0.0564
O -0.0146 -0.0045 0.0035
O -0.0147 0.0181 0.1021
O -0.02 -0.0056 0.0097
O 0.0104 -0.0105 0.0252
O 0.0165 -0.034 0.069
O -0.0038 -0.082 0.0917
O -0.0398 -0.0123 0.0522
O -0.0044 0.0018 0.002
O 0.024 0.0086 0.0729
O 0.0031 0.0261 0.0469
O 0.0013 0.0097 0.0047
O -0.0039 -0.0079 0.0347
O -0.0052 0.0789 0.0598
O -0.011 -0.01 -0.0316
O 0.0112 0.0056 0.0078
O 0.0297 0.0121 -0.0205
O -0.0076 0.0082 -0.0346
O -0.0119 -0.013 0.0676
O -0.009 -0.0317 0.0411
O 0.0087 0.0302 -0.0544
O -0.0135 0.0093 -0.0144
O -0.0066 0.0055 -0.0224
O 0.0014 -0.0114 0.0427
O -0.0168 0.0033 0.0719
O -0.0034 0.0046 0.0132
O -0.0023 -0.0385 -0.095
O -0.0042 0.0074 0.0058
O 0.0052 0.0299 0.0871
O 0.0058 -0.0442 0.1177
O 0.0208 -0.0153 -0.0628
O -0.0154 0.0114 -0.0266
O -0.0011 -0.0025 -0.0332
O 0.0066 0.0021 0.0132
O 0.0003 -0.0053 -0.0302
O -0.0159 0.0147 -0.0068
O -0.0036 -0.0172 0.0146
O 0.0056 -0.0007 -0.0265
O -0.0469 0.0045 0.0893
O 0.0081 -0.0048 0.0031
O 0.0059 0.012 -0.0355
O 0.0084 -0.0032 -0.0363
O -0.0055 0.0056 0.0119
O 0.0018 -0.0049 0.0377
O -0.0206 -0.0024 -0.0339
O -0.0207 -0.01 0.0141
O 0.0035 -0.0004 0.0266
O -0.002 0.0066 0.0066
O 0.0095 0.0078 0.0553
O 0.0156 -0.001 0.026
O -0.025 -0.0056 0.0546
O 0.0041 -0.0045 0.0138
O 0.0037 0.0096 -0.0124
O -0.0161 -0.0132 0.0059
O -0.0138 -0.0073 0.0091
O -0.0083 -0.0028 -0.0339
O -0.003 -0.0156 -0.0248
O 0.0236 -0.0099 -0.017
O -0.0106 -0.0034 -0.0213
O -0.0033 -0.0358 0.0094
O -0.0051 0.0043 -0.0114
O -0.005 -0.0047 -0.0031
O 0 0.0023 0.0229
O 0.0042 0.0049 -0.0113
O 0.0095 0.0049 -0.0125
O 0.0069 -0.0432 -0.09
O -0.0056 -0.0068 -0.0343
O 0.0171 0.0118 -0.0113
O -0.0031 0.0011 0.0324
O -0.0115 -0.0038 0.0215
O -0.0042 0.0041 -0.0298

The program warned: the cutoff lies below the one the program advises for these potential files; the exchange-correlation potential is rough where the density is thin.
